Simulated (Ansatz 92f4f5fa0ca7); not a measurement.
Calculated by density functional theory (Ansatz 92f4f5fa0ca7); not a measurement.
Periodic cell of 226 atoms, Si133O92As1, from a study of silicon, its oxide and their interface. The atomic structure is a simulated model.
Doubt: the cutoff is far below the 930 eV that the study's wrapper takes by default for these files, so forces and energies are approximate.
This geometry differs little from another in the collection (a relaxation step or a small displacement).

Settings
functional: PBE
potential files: Ansatz PAW
basis: plane waves
wave-function cutoff: 580 eV
density cutoff ratio: 5
exchange-correlation grid ratio: 1
k mesh: 1 x 1 x 1, Gamma-centred
self-consistency stop: 5e-08 eV per atom in the density residual
occupations: fixed
spin: none
net charge: +1 e, with a uniform compensating background and no finite-size correction

Cell vectors (angstrom)
a, 10.938, 0, 0
b, 0, 10.938, 0
c, 0, 0, 31.9494

Atoms: element, x, y, z (angstrom)
Si, 10.6257, 0.0004, 24.4111
Si, 5.0763, 0.1201, 24.6602
Si, 2.8213, 2.2901, 24.5232
Si, 8.5696, 2.4381, 24.5569
Si, 10.7089, 5.5856, 24.3285
Si, 5.1571, 5.6143, 24.4418
Si, 2.9882, 7.9572, 24.4009
Si, 8.4166, 7.8295, 24.4101
Si, 1.292, 1.1292, 25.8349
Si, 6.8152, 1.3278, 25.7321
Si, 3.9838, 4.0096, 25.723
Si, 9.6891, 4.0217, 25.8492
Si, 1.3374, 6.7956, 25.6622
Si, 6.8035, 6.7206, 25.7456
Si, 3.9994, 9.4663, 25.9587
Si, 9.4811, 9.4402, 25.795
Si, 2.6312, -0.1335, 27.2885
Si, 8.1384, -0.0678, 27.1373
Si, 0.0787, 2.6512, 27.2071
Si, 5.4503, 2.7203, 27.102
Si, 2.6645, 5.4152, 27.0999
Si, 8.1903, 5.3676, 27.1286
Si, 0.01, 8.1519, 27.1237
Si, 5.5126, 8.138, 27.178
Si, 4.0851, 1.3288, 28.4892
Si, 9.5424, 1.314, 28.4999
Si, 1.3883, 4.0668, 28.559
Si, 6.8063, 4.0575, 28.5167
Si, 4.0799, 6.7724, 28.4822
Si, 9.5585, 6.779, 28.4754
Si, 1.2863, 9.478, 28.625
Si, 6.8253, 9.5355, 28.5578
Si, -0.047, -0.0212, 29.9288
Si, 5.4504, -0.0131, 29.8879
Si, 2.7711, 2.7161, 29.8956
Si, 8.1866, 2.7029, 29.8694
Si, -0.0183, 5.4384, 29.8848
Si, 5.4565, 5.4445, 29.8829
Si, 2.7347, 8.1408, 29.9008
Si, 8.2255, 8.1728, 29.8764
Si, 1.363, 1.3784, 31.2444
Si, 6.8223, 1.3653, 31.2518
Si, 4.1149, 4.0851, 31.2768
Si, 9.5457, 4.0832, 31.2488
Si, 1.355, 6.8086, 31.2649
Si, 6.8317, 6.8381, 31.2364
Si, 4.0851, 9.5591, 31.2498
Si, 9.5494, 9.5435, 31.2902
Si, 2.7376, 0.0194, 0.6622
Si, 8.1997, 0.0231, 0.6692
Si, 0.0081, 2.7555, 0.6759
Si, 5.4943, 2.7487, 0.7031
Si, 2.7334, 5.4633, 0.6755
Si, 8.2077, 5.4934, 0.6645
Si, 0.0172, 8.2047, 0.7031
Si, 5.4808, 8.2264, 0.67
Si, 4.0828, 1.3993, 2.0536
Si, 9.5978, 1.3669, 2.0331
Si, 1.3529, 4.1492, 2.0583
Si, 6.8458, 4.159, 2.0485
Si, 4.1108, 6.8497, 2.0235
Si, 9.5785, 6.8456, 2.0665
Si, 1.3624, 9.6412, 2.051
Si, 6.8455, 9.6126, 2.0396
Si, 0.0149, 0.0444, 3.4745
Si, 5.5229, 0.09, 3.406
Si, 2.7125, 2.7844, 3.4058
Si, 8.2599, 2.7908, 3.3403
Si, 0.0238, 5.5207, 3.4776
Si, 5.47, 5.5278, 3.4285
Si, 2.6933, 8.205, 3.3543
Si, 8.2487, 8.2921, 3.3891
Si, 1.3639, 1.47, 4.831
Si, 6.9178, 1.4962, 4.7472
Si, 4.0592, 4.1605, 4.7619
Si, 9.6019, 4.0843, 4.7908
Si, 1.3583, 6.9745, 4.8602
Si, 6.8444, 6.9873, 4.7182
As, 4.0949, 9.5806, 4.7883
Si, 9.6198, 9.5832, 4.848
Si, 2.7403, 0.0903, 6.1723
Si, 8.306, 0.1368, 6.0975
Si, 0.0225, 2.8065, 6.3202
Si, 5.5203, 2.8625, 6.0793
Si, 2.753, 5.5925, 6.1438
Si, 8.258, 5.6098, 5.9632
Si, 0.0446, 8.3147, 6.3812
Si, 5.5418, 8.2829, 6.2612
Si, 4.4427, 1.2107, 7.3379
Si, 9.8167, 1.1639, 7.635
Si, 1.1787, 4.5115, 7.5206
Si, 6.6525, 4.5608, 7.2594
Si, 4.304, 6.7004, 7.5589
Si, 9.7266, 6.6219, 7.5133
Si, 1.2737, 9.9318, 7.7211
Si, 6.739, 9.9975, 7.4268
O, 9.5854, 1.2404, 23.9819
O, 4.1051, 6.8059, 23.9471
O, 4.0118, 1.2344, 24.031
O, 9.5353, 6.6974, 23.899
O, -0.0277, 5.5542, 8.0152
O, 5.5652, 0.1315, 7.9144
O, 0.0799, 0.0976, 8.1436
O, 5.5472, 5.6432, 7.8795
O, 7.6148, 3.9636, 8.4301
O, 8.7188, 7.0569, 8.7602
O, 2.19, 9.4637, 9.0379
O, 8.8932, 1.684, 8.9244
O, 7.628, 9.4754, 8.7053
O, 3.5707, 1.8315, 8.574
O, 3.5676, 7.228, 8.9484
O, 2.0705, 4.0288, 8.8244
O, 8.138, 3.4979, 23.3653
O, 0.4526, 4.9297, 22.9534
O, 1.8966, 2.7396, 23.244
O, 5.8322, 4.9107, 23.114
O, 5.5248, 9.9714, 23.5153
O, 2.448, 8.6997, 23.0249
O, 0.1916, 10.0641, 23.087
O, 7.786, 8.5706, 23.0721
Si, 8.6613, 7.6969, 18.4427
Si, 8.7879, 6.3603, 13.6381
Si, 3.7942, 1.5405, 14.749
Si, 2.1401, 5.7501, 17.6313
Si, 2.4179, 3.1427, 19.4879
Si, 9.8169, 9.0358, 12.0919
Si, 1.3338, 9.4223, 22.0714
Si, 9.174, 0.9663, 13.2026
Si, 1.4243, 5.0551, 13.0368
Si, 1.7941, 8.2571, 12.835
Si, 6.6461, 9.5479, 22.424
Si, 4.5287, 4.6025, 15.7166
Si, 8.2175, 3.0292, 9.5992
Si, 0.8431, 8.2455, 19.2621
Si, 6.9488, 1.3471, 21.092
Si, 8.2331, 8.3202, 9.6935
Si, 10.8911, 5.2067, 15.6152
Si, 7.5713, 9.5013, 16.3239
Si, 9.9305, 2.0539, 20.2965
Si, 3.2198, 8.5172, 9.9373
Si, 6.6976, 3.3431, 17.4076
Si, 1.1677, 0.2103, 19.8
Si, 3.2354, 2.8143, 12.3127
Si, 7.2218, 5.3901, 19.68
Si, 5.7499, 8.6755, 11.562
Si, 5.785, 6.0742, 13.2097
Si, 4.6354, 9.7026, 17.6291
Si, 1.0211, 3.595, 22.1672
Si, 4.8982, 1.4821, 18.8003
Si, 3.1944, 3.0887, 9.5325
Si, 6.4531, 10.826, 13.8029
Si, 10.351, 0.1189, 15.9765
Si, 5.6635, 3.6608, 11.1634
Si, 9.8482, 3.9017, 11.9165
Si, 2.3433, 9.9245, 15.5589
Si, 6.0769, 8.1151, 19.7997
Si, 6.9365, 3.972, 22.3683
Si, 9.7538, 2.7781, 17.3664
O, 7.1969, 6.3794, 13.9755
O, 1.8849, 7.0586, 18.6805
O, 10.2862, 4.0427, 16.5325
O, 6.1664, 9.9584, 17.0554
O, 10.1503, 0.6992, 14.4681
O, 8.4486, 6.1136, 18.8543
O, 5.1722, 0.6913, 14.4396
O, 5.7173, 2.0519, 17.5189
O, 8.3482, 1.9364, 20.5608
O, 1.9923, 4.2993, 18.4023
O, 6.9668, 2.8088, 10.6401
O, 4.8708, 2.707, 12.2167
O, 6.0328, 4.3917, 16.3462
O, 4.5756, 3.9089, 9.9251
O, 10.6878, 2.7713, 21.5565
O, 9.7288, 6.1646, 14.9675
O, 6.0097, 6.4795, 19.8398
O, 4.0824, 0.1677, 18.284
O, 9.257, 10.5572, 12.2702
O, 2.856, 4.3592, 12.7073
O, 1.9123, 10.7072, 21.211
O, 3.9954, 2.7211, 19.3827
O, 0.7291, 10.0414, 15.9666
O, 1.2793, 9.8027, 18.8369
O, 1.7112, 1.6654, 19.2705
O, 8.9402, 10.3959, 16.5023
O, 4.8748, 8.577, 18.7931
O, 9.5844, 8.7562, 10.4905
O, 6.7523, 4.0793, 18.8568
O, 2.8438, 1.7158, 13.4152
O, 5.8244, 8.7642, 21.2659
O, 2.5471, 2.4453, 10.8815
O, 7.6217, 4.8476, 21.1705
O, 5.2095, 7.4807, 12.559
O, 0.4341, 9.07, 12.507
O, 7.5818, 1.0632, 13.5761
O, 7.1136, 9.6382, 14.7483
O, 8.9776, 5.0339, 12.6968
O, 8.0968, 8.0389, 16.9136
O, 6.2143, 2.5721, 21.9054
O, 2.4611, 9.0702, 14.1187
O, 0.4303, 4.4926, 11.8671
O, 0.8181, 8.3154, 20.9362
O, 9.3995, 3.8369, 10.3521
O, 9.6574, 2.3858, 12.5295
O, 7.6217, 8.5584, 19.3967
O, 2.5517, 8.1794, 11.3788
O, 3.9753, 3.0625, 15.3788
O, 0.8326, 4.4867, 14.4426
O, 10.0462, 2.9963, 18.9593
O, 9.1412, 7.8053, 12.943
O, 10.5145, 0.5344, 20.0769
O, 6.0265, 5.0502, 11.9318
O, 8.1552, 2.7399, 17.0087
O, 3.5391, 5.4835, 16.7324
O, 4.6763, 9.1299, 10.3847
O, 1.5369, 6.6761, 13.1849
O, 4.7594, 5.4891, 14.3457
O, 2.0501, 3.8519, 20.9214
O, 10.5554, 1.4162, 16.9466
O, 0.9535, 6.0749, 16.5531
O, 7.3249, 10.9507, 21.9466
O, 5.9324, 0.9103, 19.9168
O, 6.0661, 10.0364, 12.4117
O, 2.8464, 0.5471, 15.614
O, 7.0531, 8.0222, 10.7829
O, 10.2463, 8.0161, 18.6915
O, 3.4463, 9.1951, 16.5829

Results
free energy: -141734.072 eV
free energy less fixed offsets of As -4856.12, O -568.88, Si -635.61 eV per atom: -4.862 eV

Forces (eV/angstrom), in the order of the atoms: element, x, y, z
Si, 0.0027, 0.0042, -0.0007
Si, -0.0022, 0.0021, 0.0036
Si, -0.0001, -0.0034, 0.0003
Si, 0.002, -0.0013, 0.0031
Si, -0.0066, -0.0027, -0.0004
Si, 0.0035, 0.0036, 0.0002
Si, 0.0042, 0.0001, 0.0006
Si, -0.0004, -0.0049, -0.0057
Si, -0.0012, -0.0011, 0.0082
Si, 0.0017, -0.0001, 0.0047
Si, 0.0006, 0.0001, 0.0045
Si, 0.0015, 0.001, 0.0063
Si, 0.0035, 0.0001, 0.0035
Si, -0.0019, -0.0002, 0.0086
Si, 0.0017, -0.0037, 0.0053
Si, 0.0023, 0.0013, 0.0056
Si, -0.0011, 0.0032, 0.0001
Si, -0.0054, -0.0012, 0.001
Si, 0.0011, 0.0008, -0.0014
Si, 0.0018, 0.0005, -0.0005
Si, -0.0015, -0.0012, 0.0005
Si, 0.0022, 0.0002, -0.0039
Si, -0.0047, -0.0026, -0.0006
Si, -0.0006, -0.0008, -0.0025
Si, -0.0021, -0.0013, 0.0014
Si, 0.002, 0.0028, 0.0004
Si, -0.0018, 0.0006, 0
Si, -0.0012, 0.0003, -0.0014
Si, -0.001, 0.0037, -0.0005
Si, -0.0002, 0.0008, -0.0008
Si, 0.0017, 0.0005, 0.0026
Si, 0.0006, 0.0012, 0.0001
Si, -0.0043, -0.0011, 0.0009
Si, 0.0023, 0.0009, 0.0002
Si, 0.0021, 0.0005, -0.0003
Si, 0.0006, -0.0025, 0.0005
Si, 0.003, -0.0007, -0.0017
Si, -0.0015, -0.0014, 0.0008
Si, 0.0004, -0.0056, 0.0019
Si, 0.0006, 0.0017, -0.001
Si, 0.0026, -0.0001, 0.0007
Si, -0.0007, 0.0008, 0.0019
Si, 0.0008, -0.0011, 0.0008
Si, -0.0004, 0.0013, -0.0008
Si, 0.0005, 0.0017, 0.0005
Si, 0.0011, -0.0011, 0.0018
Si, -0.0008, 0.0039, 0.0004
Si, 0.0014, -0.0002, 0.0001
Si, 0.0015, -0.0011, 0.0036
Si, -0.0014, 0, 0.0021
Si, -0.0005, -0.0009, 0.0017
Si, 0.0002, -0.0001, 0.0036
Si, 0.0011, 0.0005, 0.0012
Si, -0.0026, -0.0009, 0.0037
Si, 0.0005, 0.0007, 0.0035
Si, -0.0009, -0.0008, 0.0025
Si, -0.0018, 0.0009, -0.0014
Si, -0.0001, -0.0004, -0.0026
Si, 0.0022, 0.002, 0.0012
Si, -0.0018, 0.0031, -0.0054
Si, 0.0014, 0.0005, 0
Si, 0.0012, 0.0027, -0.0001
Si, 0.0018, 0.002, -0.0019
Si, 0.0008, 0.0061, -0.0027
Si, -0.0018, -0.006, 0.0014
Si, 0.0029, 0.0037, -0.0105
Si, 0.003, 0.0004, -0.0023
Si, -0.0078, -0.0064, -0.0006
Si, -0.0042, -0.0038, -0.0021
Si, 0.0004, -0.0055, -0.0007
Si, -0.0069, -0.0004, 0.0045
Si, -0.0032, -0.0096, -0.0023
Si, -0.0001, -0.0013, 0.0058
Si, 0.0047, 0.0006, -0.0131
Si, -0.0058, -0.0028, -0.0069
Si, 0.0052, -0.003, 0.0045
Si, 0.0082, -0.0001, 0.0012
Si, -0.0022, 0.01, -0.0056
As, 0.0041, -0.0033, -0.0175
Si, 0.001, 0.0101, -0.0003
Si, -0.026, -0.003, -0.0084
Si, 0.0087, -0.0032, -0.0019
Si, 0.0012, 0.007, -0.007
Si, -0.0011, 0.0059, -0.0054
Si, -0.0076, 0.0022, -0.0027
Si, 0.0086, 0.0006, -0.0055
Si, -0.0007, -0.0024, -0.0117
Si, -0.006, -0.0173, -0.0084
Si, -0.0209, 0.0137, 0.0325
Si, 0.0007, -0.0047, -0.0002
Si, -0.0002, 0.0026, -0.0114
Si, -0.0001, 0.005, 0.0162
Si, 0.0157, 0.0127, -0.0051
Si, 0.0015, -0.0025, 0.0039
Si, 0.0063, 0.0204, 0.0178
Si, 0.0197, -0.0237, 0.0116
O, -0.0033, -0.0026, -0.0039
O, -0.0057, 0.0001, -0.0018
O, 0.001, -0.0006, -0.004
O, 0.0026, -0.0001, 0.0003
O, -0.001, 0, 0.0064
O, 0.0019, 0.017, -0.0004
O, -0.0039, -0.0023, 0.0004
O, 0.0004, -0.0102, -0.0005
O, 0.002, -0.0047, 0.0102
O, -0.0011, 0.0029, 0.006
O, -0.0011, -0.0017, -0.0031
O, -0.003, 0.0013, 0.0045
O, -0.0007, 0.0015, 0.0024
O, 0.009, -0.005, -0.0072
O, -0.0041, 0.0019, 0.0127
O, -0.0007, 0.0013, 0.0072
O, -0.0042, 0.0036, -0.0075
O, 0.0014, -0.0003, -0.0019
O, -0.0042, 0.005, -0.0077
O, 0.0019, -0.0022, -0.0026
O, 0.0058, -0.0033, -0.0097
O, -0.0028, 0.0019, -0.0048
O, 0.0023, -0.0017, -0.0042
O, -0.001, 0.0017, -0.0001
Si, -0.0007, 0.0003, -0.0033
Si, -0.0022, 0.0011, 0.0019
Si, -0.001, 0.0006, -0.0004
Si, -0.0008, -0.0009, -0.003
Si, -0.0029, 0.0018, 0
Si, -0.0014, -0.0021, -0.0049
Si, -0.0008, 0.0007, 0.0127
Si, -0.0015, 0.0012, 0.0009
Si, 0.0031, 0, 0.0028
Si, 0.0028, -0.0012, -0.0068
Si, 0.0001, 0.0007, 0.0107
Si, 0, 0.0009, -0.0024
Si, -0.0056, -0.0016, -0.0156
Si, 0.0007, 0.002, 0.001
Si, 0.0021, -0.0002, 0.004
Si, -0.0072, -0.0001, -0.0209
Si, 0.0004, 0.0009, -0.0029
Si, -0.0003, 0.0001, -0.0018
Si, -0.0006, 0.0013, 0.001
Si, -0.0017, -0.0032, -0.0231
Si, -0.0009, 0.0011, -0.0004
Si, 0.0007, -0.0018, -0.001
Si, 0.0038, -0.0014, -0.0069
Si, 0.0008, -0.0037, 0.0017
Si, 0.0023, -0.0023, -0.0115
Si, 0.0013, 0.0009, -0.0023
Si, -0.0012, -0.0004, -0.0015
Si, 0.0024, 0.001, 0.0118
Si, 0.0021, -0.001, -0.0017
Si, 0.0051, -0.0075, -0.0186
Si, -0.0008, -0.0008, -0.0014
Si, 0.0015, 0.0012, -0.0016
Si, 0.001, -0.0054, -0.009
Si, -0.0033, -0.0017, -0.0054
Si, -0.0001, -0.0014, -0.0017
Si, -0.0008, 0.0027, 0.0016
Si, -0.0004, 0.0007, 0.0111
Si, 0.0019, 0.0003, 0.0015
O, 0.0016, -0.0001, -0.0018
O, 0.0005, -0.0013, 0.0024
O, -0.0011, -0.0022, 0.0013
O, 0, -0.0006, 0
O, 0.003, -0.0025, 0.0037
O, 0.0012, 0.0012, 0.0013
O, -0.0016, 0.0007, -0.001
O, 0.0004, 0.0004, 0
O, 0.0028, -0.0004, 0.0011
O, 0.0004, 0.0013, 0.0003
O, -0.0049, 0.0019, 0.0045
O, -0.0039, -0.0018, 0.0018
O, 0.0021, -0.001, 0.0003
O, 0.0058, 0.0018, 0.0068
O, -0.0041, -0.0039, -0.0023
O, 0.0038, -0.0021, 0.0026
O, 0.0001, 0.0002, 0.0022
O, 0.0003, -0.0005, 0.0024
O, 0.0002, 0.0038, -0.001
O, -0.0034, 0.003, -0.0017
O, 0, 0.0039, -0.004
O, 0.0005, -0.0007, 0.0025
O, -0.0012, 0.0003, -0.0007
O, -0.0001, -0.001, 0.0009
O, 0.0009, 0.0005, 0.002
O, -0.0009, -0.0011, 0.0004
O, -0.0012, 0.0001, 0.0007
O, 0.0054, 0.0023, 0.0098
O, -0.0004, -0.0018, 0.0006
O, 0.0007, -0.0031, 0.0031
O, -0.0019, -0.0056, -0.0068
O, 0.0004, -0.0014, 0.0121
O, 0.0013, 0.0049, -0.0068
O, -0.0005, -0.0055, 0.0019
O, 0.0026, -0.0001, -0.0017
O, -0.001, -0.0009, -0.0027
O, 0.0023, -0.0021, 0.0032
O, -0.0012, 0.0045, -0.0002
O, -0.0001, 0, -0.0002
O, 0.0002, -0.0045, -0.0009
O, 0.0018, 0.0054, 0.0052
O, 0.0025, 0.0013, -0.0002
O, -0.0013, -0.0036, -0.006
O, 0.0064, 0.0029, 0.0099
O, -0.0003, -0.0038, -0.001
O, 0.0018, -0.0011, 0.0024
O, -0.0084, -0.001, 0.0164
O, 0.0008, 0.0019, -0.0004
O, -0.0033, -0.0004, 0.003
O, 0, 0.0013, -0.0021
O, -0.0013, -0.005, 0.0002
O, 0.001, -0.0006, 0.0021
O, 0.0003, 0.0084, 0.0045
O, -0.0005, -0.0001, -0.0001
O, -0.0009, 0.0007, 0.0013
O, 0.0068, -0.0007, 0.0086
O, -0.001, -0.002, -0.0029
O, -0.0028, -0.0036, 0.0032
O, 0.0042, -0.0016, -0.006
O, -0.0005, 0.0013, 0.001
O, 0.0013, 0.0003, 0.0013
O, -0.0006, 0.0046, -0.0018
O, -0.0044, -0.0005, -0.0024
O, 0.0025, 0.0077, 0.0057
O, -0.001, -0.0015, -0.0005
O, -0.0067, 0.0017, 0.0059
O, -0.0017, -0.0013, 0.002
O, 0.0019, -0.001, 0.0013

The program warned: the cutoff lies below the one the program advises for these potential files; the forces do not sum to zero within the program's tolerance; the exchange-correlation potential is rough where the density is thin.
